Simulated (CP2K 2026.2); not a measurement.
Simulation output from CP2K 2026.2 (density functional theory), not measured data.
Periodic cell of 513 atoms, Si351O162, from a study of silicon, its oxide and their interface. The atomic structure is a simulated model.
Doubt: the forces sum to 0.76 eV/angstrom along one axis rather than to zero, so they err by at least 0.0015 eV/angstrom per atom on average; the grid cutoff is modest.

Settings: functional PBE; method Gaussian and plane waves; basis set DZVP-MOLOPT-SR-GTH; pseudopotentials GTH-PBE; grid cutoff 350 Ry, relative cutoff 50 Ry; k points Gamma only; occupations fixed; spin none; net charge 0.

Cell vectors (angstrom)
a	16.407	0	0
b	0	16.407	0
c	0.0372	-0.1305	34.0836

Atoms and the computed forces on them: element, x, y, z (angstrom), force x, y, z (eV/angstrom)
Si	16.205	0.27	0.284	0.056	-0.095	0.254
Si	2.423	3.049	0.015	0.061	-0.076	0.257
Si	0.357	5.423	0.203	-0.082	-0.009	0.154
Si	2.289	8.467	33.739	0.089	-0.045	0.243
Si	0.034	10.834	0.25	-0.01	-0.009	0.121
Si	2.846	13.464	0.019	-0.022	0.092	0.257
Si	5.678	16.217	34.063	-0.108	0.014	0.254
Si	8.14	2.773	0.508	-0.007	-0.001	0.15
Si	6.026	5.004	0.154	-0.065	0.044	0.212
Si	8.402	7.777	0.042	-0.056	0.107	0.202
Si	5.222	11.216	33.979	0.057	-0.041	0.278
Si	7.92	13.983	33.81	0.087	-0.135	0.27
Si	10.315	0.426	34.01	0.144	-0.053	0.233
Si	13.91	2.44	0.294	-0.046	0.084	0.203
Si	10.674	5.568	0.086	0.07	-0.053	0.235
Si	13.514	8.068	0.183	0.16	-0.029	0.204
Si	11.609	10.409	33.914	-0.155	0.169	0.159
Si	14.216	12.897	33.984	-0.015	0.067	0.221
Si	1.365	1.499	1.488	-0.026	0.005	-0.063
Si	4.157	4.076	1.291	0.002	-0.008	-0.038
Si	1.562	6.967	1.401	-0.022	-0.02	-0.039
Si	4.055	9.574	1.026	-0.009	0.029	-0.048
Si	1.417	12.265	1.463	0.005	-0.012	-0.05
Si	4.06	15.098	1.256	0.008	-0.011	-0.057
Si	6.749	1.282	1.57	0.018	0.013	-0.049
Si	9.602	4.144	1.628	-0.027	-0.007	-0.05
Si	6.959	6.685	1.537	0.018	-0.019	-0.054
Si	9.591	9.611	1.01	0.016	-0.03	-0.015
Si	6.829	12.46	1.155	-0.023	0.01	-0.06
Si	9.478	15.118	1.196	-0.025	0.022	-0.063
Si	12.162	1.303	1.34	0.01	0.013	-0.048
Si	15.091	4.163	1.384	0.015	-0.019	-0.037
Si	12.267	6.633	1.481	-0.016	0.023	-0.057
Si	15.05	9.392	1.442	-0.005	-0.002	-0.036
Si	12.486	12.151	1.319	0.019	-0.029	-0.057
Si	15.052	14.867	1.24	0.021	0.018	-0.032
Si	16.404	2.821	2.833	0.006	0.001	0.004
Si	2.742	0.028	2.711	0.001	0.001	0.005
Si	0.059	8.122	2.801	-0.004	-0.001	0.008
Si	2.899	5.527	2.712	0.008	0.009	0.014
Si	0.01	13.646	2.744	0.003	0.006	0.008
Si	2.815	10.837	2.682	-0.004	0.01	0.001
Si	5.384	2.711	2.81	-0.007	-0.013	0.011
Si	8.197	16.323	2.804	-0.008	-0.007	0.007
Si	5.435	8.201	2.537	0.008	-0.006	0.008
Si	8.259	5.456	3.007	0.006	0.01	0
Si	5.466	13.728	2.644	0.004	0.004	0.009
Si	8.217	10.976	2.444	0.001	-0.002	0.013
Si	10.982	2.695	2.839	0.01	0.001	0.005
Si	13.592	16.251	2.607	-0.014	-0.009	0.018
Si	10.881	8.211	2.623	-0.006	-0.006	0.013
Si	13.691	5.375	2.827	0.005	-0.002	0.005
Si	10.969	13.657	2.486	-0.001	-0.003	0.016
Si	13.72	10.811	2.802	-0.005	0.001	0.011
Si	1.438	4.177	4.101	-0.008	-0.003	0.001
Si	4.069	1.336	4.164	0	0.007	-0.003
Si	1.417	9.541	4.104	0	0.001	0.001
Si	4.198	6.877	4.094	-0.005	-0.007	0
Si	1.378	15.04	4.07	-0.004	-0.001	0.002
Si	4.151	12.28	4.013	0.002	-0.001	-0.004
Si	6.813	4.04	4.187	0.006	0.003	0.001
Si	9.568	1.318	4.134	-0.002	0	-0.002
Si	6.852	9.596	3.884	-0.005	-0.001	0.003
Si	9.631	6.907	4.181	-0.008	-0.002	-0.003
Si	6.813	14.987	4.127	0.002	-0.001	-0.006
Si	9.585	12.29	3.897	0	0	0
Si	12.348	4.031	4.202	0	-0.003	-0.001
Si	14.992	1.302	4.009	0.004	0.004	0.001
Si	12.268	9.494	4.084	0.006	0.007	-0.005
Si	15.06	6.784	4.144	0.001	-0.003	0.004
Si	12.275	14.943	4.03	0.006	0.01	-0.005
Si	15.075	12.248	4.107	-0.001	-0.004	0.001
Si	16.393	-0.012	5.419	0	-0.002	-0.003
Si	2.723	2.744	5.487	0.001	-0.001	-0.002
Si	0.042	5.458	5.506	0	0.002	0
Si	2.776	8.179	5.466	0.001	0.002	0
Si	0.05	10.91	5.47	0.002	0.003	0.003
Si	2.761	13.639	5.401	0.001	0	-0.001
Si	5.475	16.38	5.491	-0.001	0	-0.001
Si	8.202	2.674	5.512	-0.003	-0.002	0.002
Si	5.495	5.48	5.499	0.004	-0.001	0.002
Si	8.176	8.265	5.413	0.008	-0.002	0
Si	5.528	10.92	5.371	-0.003	0.006	-0.003
Si	8.237	13.601	5.392	-0.007	0.002	0.002
Si	10.953	16.337	5.442	-0.003	-0.001	-0.001
Si	13.706	2.639	5.498	-0.004	0.002	-0.005
Si	10.981	5.47	5.501	0.005	0.004	0.001
Si	13.672	8.168	5.466	-0.003	-0.004	0.002
Si	10.917	10.939	5.374	0.001	-0.004	0
Si	13.665	13.617	5.427	-0.001	0	0.001
Si	1.344	1.355	6.82	-0.001	0.004	0.001
Si	4.109	4.101	6.844	-0.003	0.001	0.001
Si	1.401	6.832	6.854	-0.003	-0.002	0
Si	4.155	9.569	6.786	-0.002	-0.003	-0.001
Si	1.407	12.294	6.814	-0.002	-0.001	0
Si	4.105	14.994	6.817	0.002	0.001	0
Si	6.841	1.321	6.872	0.001	0.001	0
Si	9.582	4.085	6.83	-0.001	0.002	0.002
Si	6.87	6.858	6.824	-0.001	-0.002	0.002
Si	9.559	9.6	6.791	-0.005	0.004	0.001
Si	6.878	12.257	6.787	0.001	-0.001	-0.002
Si	9.577	14.979	6.795	0.002	0.001	-0.001
Si	12.311	1.295	6.835	0.001	0.001	0
Si	15.079	4.048	6.833	0.004	-0.004	0.003
Si	12.345	6.811	6.87	0.002	-0.002	0.001
Si	15.057	9.547	6.814	0	0.001	0.001
Si	12.295	12.265	6.793	0.001	0.002	-0.003
Si	15.036	15.011	6.788	0	0.001	0
Si	0.01	2.704	8.223	-0.001	0	0.001
Si	2.734	-0.026	8.17	-0.001	-0.002	-0.001
Si	0.018	8.193	8.2	0	-0.001	0
Si	2.746	5.45	8.219	0.001	0.001	0.001
Si	0.013	13.656	8.163	0.001	0.001	0
Si	2.778	10.921	8.172	0	0.002	0
Si	5.476	2.721	8.204	0	0.001	0.002
Si	8.225	16.348	8.193	-0.003	0.002	0.001
Si	5.49	8.203	8.188	0.001	0	-0.001
Si	8.223	5.467	8.19	0.002	-0.001	0.001
Si	5.501	13.63	8.162	-0.001	0.001	-0.001
Si	8.221	10.929	8.203	0.001	-0.001	0
Si	10.953	2.7	8.183	0	0.001	0
Si	13.686	16.36	8.198	-0.003	-0.001	0
Si	10.937	8.207	8.166	0.002	-0.002	-0.001
Si	13.711	5.428	8.205	-0.001	0.001	0
Si	10.948	13.637	8.18	-0.003	-0.001	0
Si	13.679	10.915	8.169	0.001	-0.001	0
Si	1.382	4.073	9.577	-0.001	-0.001	0
Si	4.107	1.337	9.554	0	0.001	-0.001
Si	1.396	9.563	9.551	-0.002	-0.001	-0.001
Si	4.122	6.829	9.556	-0.002	-0.001	0
Si	1.369	15.024	9.547	0	0.002	0
Si	4.138	12.276	9.55	-0.001	-0.001	-0.001
Si	6.849	4.093	9.557	-0.002	0.002	0.001
Si	9.589	1.328	9.549	0.001	0.002	0
Si	6.861	9.554	9.562	-0.001	-0.001	0
Si	9.593	6.827	9.553	-0.002	0	0
Si	6.853	14.993	9.556	0.001	-0.001	0
Si	9.584	12.295	9.569	0	0	-0.001
Si	12.321	4.07	9.558	0.001	0	0.001
Si	15.033	1.342	9.566	0	-0.001	0.001
Si	12.313	9.557	9.545	-0.001	0	-0.001
Si	15.071	6.809	9.567	0.001	-0.001	0.001
Si	12.318	14.998	9.559	0	0	0
Si	15.053	12.288	9.535	0.001	0	0
Si	16.406	-0.016	10.919	-0.001	0.001	0
Si	2.744	2.697	10.933	0.001	-0.001	-0.001
Si	0.021	5.442	10.942	0.001	0	0.001
Si	2.753	8.187	10.925	0.001	-0.001	-0.001
Si	0.017	10.928	10.913	0	-0.001	0
Si	2.756	13.652	10.9	-0.001	0	0
Si	5.49	-0.033	10.917	-0.002	0	0
Si	8.22	2.705	10.908	0	-0.002	0
Si	5.48	5.458	10.926	-0.001	0.002	-0.001
Si	8.226	8.185	10.925	0.001	-0.001	0
Si	5.498	10.914	10.934	0.001	0	0
Si	8.22	13.655	10.948	-0.001	-0.001	0
Si	10.96	-0.028	10.926	-0.001	0	0
Si	13.675	2.714	10.942	-0.002	0.002	0.001
Si	10.954	5.447	10.921	0.001	0.001	-0.001
Si	13.682	8.181	10.912	-0.001	0	0
Si	10.96	10.931	10.924	-0.002	0	0
Si	13.694	13.643	10.926	0	-0.001	0
Si	1.358	1.341	12.296	-0.002	-0.001	-0.002
Si	4.111	4.075	12.283	-0.001	-0.001	-0.001
Si	1.39	6.815	12.296	-0.001	0	0
Si	4.132	9.539	12.295	-0.002	0	0
Si	1.392	12.294	12.278	0	0.001	-0.003
Si	4.116	15.012	12.282	0	0	-0.002
Si	6.871	1.332	12.286	0.003	0.002	-0.002
Si	9.577	4.071	12.283	0	0.001	-0.001
Si	6.855	6.819	12.289	-0.003	-0.001	0
Si	9.6	9.556	12.282	0.001	-0.001	0
Si	6.857	12.28	12.311	-0.002	0.001	0
Si	9.596	15.027	12.311	0	0.001	0.001
Si	12.304	1.351	12.307	0	-0.001	0
Si	15.05	4.083	12.307	0	0	0.001
Si	12.323	6.813	12.289	-0.001	0.001	0
Si	15.045	9.559	12.279	0.001	0	0
Si	12.326	12.291	12.303	0.001	-0.002	0
Si	15.045	15.034	12.289	0	-0.002	0
Si	16.408	2.711	13.679	0.001	-0.001	0.001
Si	2.726	-0.038	13.638	0	0.003	-0.001
Si	16.408	8.182	13.638	0	0.001	-0.002
Si	2.743	5.431	13.665	0.004	-0.001	-0.003
Si	0.028	13.68	13.635	0	-0.003	0.001
Si	2.765	10.915	13.638	-0.001	-0.002	-0.001
Si	5.493	2.705	13.626	-0.002	-0.004	-0.003
Si	8.25	-0.008	13.695	-0.002	-0.003	0.003
Si	5.497	8.171	13.677	0.001	-0.001	0
Si	8.209	5.44	13.646	-0.001	0.005	-0.002
Si	5.48	13.652	13.667	-0.001	0	0
Si	8.245	10.913	13.661	0.002	0	-0.001
Si	10.923	2.708	13.679	0	0.001	0.003
Si	13.678	-0.005	13.669	0	0.002	-0.002
Si	10.965	8.194	13.649	-0.002	-0.002	0.002
Si	13.681	5.452	13.672	0	0.003	0.001
Si	10.974	13.67	13.679	0	-0.002	-0.002
Si	13.682	10.919	13.672	-0.003	0.001	0.003
Si	1.348	4.094	15.05	-0.003	0	-0.001
Si	4.1	1.344	14.955	0.004	0	-0.002
Si	1.379	9.549	14.975	0	-0.001	0.001
Si	4.134	6.769	15.03	-0.006	0.005	-0.003
Si	1.398	15.002	15.05	0	-0.002	-0.001
Si	4.114	12.273	15.033	-0.002	0	0
Si	6.842	4.065	15.013	0.003	-0.004	0.001
Si	9.584	1.371	15.125	-0.002	0.003	0.002
Si	6.885	9.546	15.03	-0.002	0	0.001
Si	9.593	6.813	14.983	0.002	-0.002	0.001
Si	6.871	15.012	15.022	-0.001	0.004	0
Si	9.626	12.271	15.027	-0.001	0.002	0.003
Si	12.305	4.071	15.02	0.002	0	-0.001
Si	15.045	1.34	15.054	-0.007	-0.004	-0.004
Si	12.322	9.539	15.059	-0.003	0	0.001
Si	15.04	6.839	15.036	0.011	-0.002	0.002
Si	12.302	15.079	15.062	0.002	-0.002	0
Si	15.05	12.342	14.984	0.002	-0.001	0
Si	0.033	-0.021	16.411	-0.002	-0.003	0
Si	2.771	2.717	16.343	0.003	-0.006	0
Si	16.357	5.458	16.425	-0.008	0	0.006
Si	2.723	8.14	16.322	0.015	0.002	-0.002
Si	0.03	10.975	16.291	0.005	-0.002	0.013
Si	2.74	13.604	16.434	0.005	0.003	0
Si	5.449	-0.017	16.309	-0.005	0.002	0.007
Si	8.178	2.766	16.459	-0.002	0	0
Si	5.485	5.378	16.426	0.003	0.01	-0.006
Si	8.247	8.148	16.379	0.007	0.004	-0.001
Si	5.531	10.932	16.384	-0.002	-0.001	0.001
Si	8.265	13.636	16.377	0.002	-0.004	0.001
Si	10.972	0.018	16.529	-0.004	0.001	-0.001
Si	13.639	2.691	16.407	0.01	-0.002	0.013
Si	10.959	5.474	16.355	-0.009	0.003	0.004
Si	13.704	8.199	16.451	-0.001	0.007	-0.012
Si	10.968	10.912	16.44	0.003	-0.002	-0.003
Si	13.705	13.726	16.375	-0.008	-0.002	0.001
Si	1.429	1.377	17.714	0.014	-0.004	-0.013
Si	4.078	4.021	17.811	0.006	-0.018	0.008
Si	1.334	6.842	17.745	-0.032	-0.001	0.001
Si	4.147	9.482	17.624	-0.007	0.007	-0.015
Si	1.329	12.219	17.797	-0.015	-0.025	-0.037
Si	4.197	14.975	17.707	0.015	0.013	-0.018
Si	6.687	1.389	17.721	0.002	-0.016	-0.008
Si	9.604	4.186	17.773	0.01	0.005	-0.004
Si	6.919	6.732	17.733	-0.005	-0.001	0.001
Si	9.607	9.475	17.79	-0.017	-0.007	-0.006
Si	6.964	12.256	17.776	0.003	0.002	-0.004
Si	9.541	15.018	17.809	0.001	0	-0.011
Si	12.372	1.396	17.943	-0.003	-0.003	-0.016
Si	14.923	4.083	17.781	0.022	-0.008	-0.007
Si	12.325	6.767	17.781	-0.006	-0.002	-0.007
Si	15.074	9.715	17.691	0	-0.018	0.009
Si	12.35	12.371	17.73	0.001	0.011	-0.004
Si	15.062	15.054	17.809	0.004	0.007	0.004
Si	16.418	2.741	19.01	-0.006	0.063	0.106
Si	2.759	16.327	19.01	-0.008	-0.013	0.053
Si	16.374	8.345	19.037	0.068	0.028	0.029
Si	2.667	5.377	19.119	0.029	0.106	-0.022
Si	16.318	13.605	19.199	0.003	-0.001	0.046
Si	2.796	10.775	19.022	0.012	-0.004	0.048
Si	5.344	2.653	19.28	0.011	-0.003	0.03
Si	8.041	0	19.015	-0.005	0.026	0.069
Si	5.437	8.03	18.961	-0.014	0.004	0.057
Si	8.322	5.562	19.241	0.003	-0.02	0.033
Si	5.669	13.679	19.124	-0.03	-0.01	0.05
Si	8.21	10.788	19.176	0.015	-0.004	0.047
Si	10.907	2.821	19.196	-0.033	-0.002	0.067
Si	13.826	0.024	19.32	-0.008	-0.021	0.042
Si	11.073	8.187	19.167	-0.005	0.013	0.053
Si	13.508	5.341	19.27	0.035	0.029	0.043
Si	10.965	13.672	19.15	0.023	-0.011	0.054
Si	13.793	11.101	19.112	-0.039	-0.002	0.068
Si	0.858	4.483	20.366	-0.451	0.298	0.534
Si	4.129	0.935	20.579	-0.036	0.092	-0.196
Si	1.709	9.224	20.407	-0.09	0.05	-0.208
Si	3.871	6.924	20.341	0.052	-0.075	-0.26
Si	1.679	14.645	20.268	-0.117	0.138	-0.144
Si	3.975	12.45	20.141	0.074	-0.079	-0.093
Si	7.085	3.875	20.34	-0.081	0.034	-0.249
Si	9.205	1.587	20.213	0.069	-0.001	-0.259
Si	6.596	9.423	20.388	0.114	0.021	-0.246
Si	9.899	6.846	20.703	-0.118	0.042	-0.228
Si	6.622	15.338	20.588	0.043	-0.064	-0.213
Si	9.954	11.895	20.356	-0.086	0.045	-0.243
Si	11.86	4.318	20.804	0.089	-0.089	-0.232
Si	15.519	1.273	20.57	-0.056	-0.019	-0.241
Si	12.334	9.824	20.342	0.032	-0.106	-0.191
Si	15.047	6.817	20.217	0.255	-0.229	0.117
Si	12.534	14.852	20.512	-0.08	0.059	-0.282
Si	14.774	12.617	20.726	0.137	-0.094	-0.238
Si	16.055	3.049	22.808	0.498	0.297	-0.145
Si	1.527	0.866	22.467	-0.047	0.126	0.076
Si	1.555	14.568	23.488	0.018	-0.017	-0.083
Si	6.363	2.968	25.682	-0.054	-0.02	-0.037
Si	14.163	8.521	22.62	0.074	-0.068	-0.125
Si	5.316	11.29	22.275	-0.126	-0.028	0.076
Si	8.33	11.885	22.89	0.101	-0.061	0.132
Si	10.404	3.425	26.179	0.097	-0.089	0.052
Si	6.778	6.546	31.929	-0.02	0.018	0.02
Si	10.862	6.315	26.825	0.048	-0.001	0.016
Si	8.401	8.686	22.828	0.052	0.04	-0.021
Si	7.439	11.429	27.061	0.017	0.055	0.013
Si	10.726	-0.009	22.553	-0.045	0.047	-0.005
Si	3.79	3.789	24.469	-0.028	-0.072	-0.081
Si	11.256	2.827	23.439	0.046	0.087	0.007
Si	0.674	9.703	23.339	0.005	-0.091	0.006
Si	13.281	7.101	25.069	0.024	0.036	0.026
Si	14.798	11.574	26.517	0.007	0.044	-0.06
Si	3.474	1.264	28.957	0.009	0.044	0.02
Si	15.161	4.876	25.031	0.067	0.012	0.003
Si	6.956	5.253	27.532	-0.05	0.015	-0.009
Si	1.67	8.41	25.885	0.024	0.006	-0.063
Si	0.926	14.518	29.248	-0.013	0.039	-0.098
Si	8.557	3.653	24.115	-0.041	-0.106	-0.056
Si	5.379	5.222	22.572	0.016	-0.013	-0.014
Si	10.281	8.206	28.882	0.012	0.049	-0.048
Si	8.241	14.778	23.372	-0.07	-0.042	-0.005
Si	6.513	13.471	29.277	0.059	-0.011	-0.023
Si	11.44	4.648	31.169	-0.007	0.038	0.076
Si	14.894	5.071	28.146	0.028	0.005	-0.071
Si	1.693	5.41	25.646	-0.043	-0.067	0.081
Si	15.873	12.365	23.784	-0.018	-0.007	-0.08
Si	0.657	11.621	28.523	0.016	-0.046	0
Si	3.371	10.598	27.457	-0.029	-0.048	-0.025
Si	3.884	14.725	28.358	0.034	0.1	-0.097
Si	0.715	0.752	28.15	0.039	0.007	-0.023
Si	5.293	11.622	25.111	-0.051	-0.051	0.041
Si	10.985	15.124	28.477	0.012	-0.025	-0.008
Si	7.361	6.387	24.626	-0.002	-0.014	-0.014
Si	12.513	6.534	29.212	0.021	-0.001	-0.011
Si	4.142	14.329	25.278	-0.047	0.059	-0.037
Si	5.873	9.576	28.776	-0.026	0.044	0.027
Si	6.429	16.209	25.553	0.043	0.003	-0.03
Si	13.147	2.203	31.487	-0.037	0.052	-0.007
Si	15.428	2.671	29.699	0.06	0.016	-0.018
Si	15.086	8.721	26.972	-0.038	0.007	-0.012
Si	9.284	12.476	31.397	0.043	-0.018	-0.007
Si	2.373	2.6	26.561	-0.029	-0.046	0.003
Si	3.812	1.089	31.897	-0.012	0.015	0.016
Si	2.342	7.231	30.701	0.039	0.082	0.103
Si	5.149	6.805	29.307	-0.003	-0.098	-0.01
Si	1.583	15.288	32.06	0.024	-0.027	0.021
Si	9.928	11.29	28.545	-0.022	0.01	0.075
Si	10.159	1.325	28.448	0.009	0.073	-0.052
Si	6.882	11.017	31.287	-0.023	-0.02	-0.026
Si	10.98	0.227	30.997	-0.056	0.049	-0.019
Si	8.175	15.523	28.035	0.017	0.084	-0.036
Si	12.334	12.333	31.702	0.046	-0.045	-0.038
Si	8.892	5.731	30.024	-0.029	0.037	-0.011
Si	15.343	6.965	32.021	-0.024	-0.059	-0.008
Si	16.363	8.931	29.811	0.037	-0.039	-0.021
Si	12.634	12.587	28.552	-0.02	-0.022	0.071
Si	0.27	5.115	30.204	0.103	0.039	-0.007
O	0.621	16.157	33.003	0.147	0.144	-0.005
O	15.047	1.173	33.917	0.136	-0.166	-0.197
O	3.001	2.256	32.692	0.186	0.133	-0.273
O	2.926	16.141	31.728	0.148	-0.23	-0.187
O	1.375	4.101	33.653	0.111	-0.015	-0.196
O	16.393	6.464	33.172	-0.027	0.054	0.126
O	1.582	5.789	30.849	-0.078	-0.239	0.253
O	3.607	6.85	29.769	-0.017	-0.049	-0.257
O	1.119	9.659	33.498	0.047	0.02	-0.182
O	2.639	7.856	32.206	0.03	-0.188	-0.03
O	4.024	12.277	33.537	0.171	-0.154	0.062
O	2.05	13.904	32.795	0	-0.109	-0.128
O	5.14	0.688	32.764	0.206	0.138	-0.143
O	6.77	15.124	33.48	0.128	-0.032	-0.246
O	10.874	15.259	30.116	0.093	-0.048	-0.066
O	12.231	3.304	30.73	0.16	-0.05	-0.399
O	4.983	3.826	25.574	0.067	0.256	-0.104
O	5.725	5.683	32.836	0.009	0.069	-0.026
O	5.957	7.1	30.675	-0.054	0.153	0.078
O	7.918	5.568	31.31	-0.054	-0.087	0.193
O	6.531	9.828	30.24	0.008	-0.274	0.212
O	5.919	10.762	32.56	0.164	-0.316	0.019
O	10.796	12.865	31.853	-0.022	0.221	0.334
O	8.457	13.584	32.292	0.076	-0.028	-0.047
O	9.251	1.682	33.752	0.158	-0.142	-0.326
O	10.401	16.267	32.464	-0.236	-0.022	0.031
O	13.248	2.802	32.986	0.034	0.026	0.023
O	7.476	7.778	32.766	-0.12	0.119	-0.226
O	11.195	4.72	32.775	0.212	0.022	-0.092
O	13.968	7.264	32.816	-0.072	-0.093	0.03
O	15.349	5.689	31.004	-0.304	-0.024	-0.225
O	12.124	10.845	32.371	-0.004	-0.188	-0.011
O	12.32	8.948	33.924	0.074	-0.203	-0.212
O	15.408	11.779	33.572	0.078	-0.155	-0.272
O	13.396	13.232	32.572	-0.203	-0.043	-0.072
O	0.496	4.227	22.001	-0.154	-0.383	-0.317
O	0.88	2.097	23.295	-0.291	0.402	-0.221
O	5.351	16.317	21.089	-0.12	0.059	0.213
O	3.026	1.192	21.841	-0.207	0.153	-0.002
O	1.271	9.884	21.842	0.11	0.313	-0.014
O	2.76	8.031	20.84	-0.046	0.104	0.38
O	7.921	7.867	24.171	-0.116	0.004	-0.034
O	4.51	6.266	21.696	-0.003	-0.062	0.081
O	2.834	13.565	19.857	0.065	0.105	0.083
O	1.711	14.372	21.891	0.167	-0.171	0.171
O	5.282	10.204	21.055	-0.118	-0.082	-0.139
O	4.197	12.367	21.795	0.067	0.18	0.185
O	6.629	4.652	21.715	-0.018	-0.028	0.219
O	9.468	7.27	29.949	-0.084	0.052	0.115
O	8.101	2.662	20.815	0.025	-0.037	0.139
O	9.798	0.708	21.449	-0.168	-0.172	0.149
O	9.574	7.799	22.051	0.194	-0.11	0.004
O	7.211	8.666	21.714	-0.142	-0.256	0.125
O	12.171	3.551	22.266	-0.005	0.037	0.139
O	10.897	5.614	21.199	-0.182	0.14	0.241
O	8.317	13.203	23.905	-0.025	0.022	-0.124
O	6.83	11.874	22.256	0.114	0.16	0.091
O	11.113	10.82	20.833	0.072	0.03	0.219
O	9.383	12.445	21.787	0.044	0.246	0.072
O	11.583	3.278	25.011	-0.002	0.011	0.075
O	9.706	3.264	23.028	-0.166	-0.082	-0.211
O	0.196	13.812	23.97	-0.049	0.325	0.008
O	14.999	2.225	21.839	-0.324	0.117	0.062
O	13.209	8.21	23.898	-0.335	-0.024	-0.153
O	13.252	9.477	21.674	0.266	0.201	-0.136
O	0.037	5.922	20.215	-0.051	-0.748	0.508
O	14.557	7.187	21.76	-0.107	-0.179	-0.348
O	15.265	12.194	22.262	-0.137	0.041	0.085
O	11.921	15.543	21.867	-0.102	0.128	0.007
O	1.664	8.784	24.278	-0.021	0.06	-0.077
O	0.587	11.193	23.998	0.208	0.008	-0.044
O	1.51	16.172	23.662	-0.071	0.133	0.137
O	11.401	1.193	23.436	-0.104	-0.086	0.034
O	2.809	14.093	24.392	0.133	-0.176	0.23
O	1.892	0.962	29.268	0.034	0.087	0.352
O	15.222	3.533	24.119	0.203	-0.205	-0.015
O	0.452	0.454	21.234	0.062	-0.33	-0.269
O	7.036	3.718	26.975	0.109	0.128	0.159
O	2.811	5.086	24.512	0.106	0.208	-0.242
O	15.549	9.147	23.205	0.003	-0.052	-0.02
O	0.145	8.688	26.317	-0.128	0.142	-0.031
O	7.484	14.848	21.909	-0.139	0.095	0.084
O	4.987	10.734	23.77	-0.078	0.089	0.146
O	7.425	15.805	24.341	0.152	0.071	-0.183
O	4.169	-0.074	28.33	0.069	-0.063	-0.223
O	7.018	3.125	24.158	0.048	0.18	-0.203
O	4.994	13.987	29.255	-0.138	-0.046	0.316
O	8.479	5.284	24.149	0.306	0.163	-0.241
O	10.009	7.61	27.361	0.085	-0.133	-0.253
O	8.173	5.423	28.602	-0.019	0.174	-0.185
O	7.112	6.28	26.247	0.092	0.305	0.159
O	8.715	10.283	23.233	0.195	-0.052	0.214
O	6.781	12.665	27.884	-0.072	0.013	-0.231
O	4.912	15.754	25.141	-0.178	0.114	-0.226
O	13.587	13.711	21.054	0.099	-0.103	-0.046
O	9.772	15.362	23.366	0.029	0.119	-0.164
O	8.653	0.687	28.182	-0.087	-0.047	-0.031
O	10.254	1.406	30.091	0.093	0.257	0.045
O	11.655	5.696	28.106	-0.062	-0.077	0.208
O	10.05	5.005	26.353	-0.395	0.221	0.116
O	13.98	5.789	24.402	-0.281	0.09	-0.048
O	14.79	4.629	26.594	0.054	-0.163	0.109
O	14.205	7.515	26.344	0.158	-0.247	0.372
O	11.781	6.808	25.587	-0.024	0.152	-0.261
O	14.777	12.218	25.009	-0.011	-0.051	0.132
O	0.377	15.562	28.101	-0.109	-0.155	-0.002
O	0.235	13.073	29.09	-0.286	-0.065	0.255
O	1.741	4.124	26.682	-0.091	0.01	0.3
O	0.219	5.583	24.975	-0.036	0.073	-0.215
O	5.577	5.504	28.414	-0.026	0.12	-0.142
O	4.442	10.347	28.66	0.051	-0.045	0.202
O	4.205	11.302	26.254	0.103	-0.016	0.078
O	16.321	11.468	27.082	0.262	-0.147	-0.182
O	2.519	14.365	29.116	0.004	-0.243	0.085
O	3.779	14.145	26.85	0.018	0.03	0.01
O	10.061	4.647	30.31	-0.114	-0.093	-0.163
O	6.289	1.375	25.924	-0.303	-0.135	0.054
O	7.135	3.672	33.782	-0.043	-0.01	0.021
O	4.45	3.913	22.984	0.219	0.095	0.017
O	9.807	9.741	29.049	-0.241	-0.1	-0.011
O	11.911	8.066	29.172	0.106	0.235	0.251
O	6.854	11.385	25.545	0.168	-0.22	0.022
O	9.053	11.517	27.184	0.158	0.056	-0.283
O	9.427	12.325	29.736	0.039	0.23	-0.085
O	10.527	2.681	27.624	0.184	0.226	-0.053
O	14.648	2.011	30.93	0.046	-0.042	0.057
O	15.797	1.526	28.626	-0.149	-0.074	-0.066
O	14.445	3.732	28.954	0.04	-0.001	-0.209
O	14.014	6.326	28.675	0.211	-0.018	-0.021
O	14.247	10.041	26.51	-0.228	-0.019	0.109
O	2.08	6.87	26.238	0.096	0.066	0.308
O	7.493	14.789	29.344	-0.047	-0.062	0.219
O	13.937	12.383	27.624	0.225	-0.02	-0.101
O	4.176	1.643	30.387	0.061	0.134	-0.054
O	3.481	2.411	27.779	-0.012	0.052	0.019
O	0.214	10.543	29.679	-0.12	0.192	-0.016
O	1.437	8.234	29.771	0.044	0.125	-0.249
O	1.248	1.417	26.75	-0.176	0.066	-0.268
O	2.971	2.471	25.03	-0.139	-0.107	-0.065
O	0.649	15.01	30.764	-0.331	0.011	0.148
O	2.238	11.521	28.158	0.212	0.02	-0.215
O	5.197	13.203	24.762	0.134	0.161	-0.066
O	2.696	9.285	26.784	-0.161	0.01	0.297
O	11.286	0.231	27.932	0.256	0.038	0.09
O	9.567	14.67	27.777	0.13	-0.061	-0.009
O	5.556	8.051	28.365	0.156	0.023	-0.122
O	5.954	6.055	23.854	-0.269	0.109	0.241
O	12.499	0.725	31.307	0.263	0.01	0.332
O	6.625	12.468	30.553	-0.14	-0.042	-0.152
O	11.467	11.546	28.116	0.078	-0.256	0.031
O	8.471	11.068	31.762	0.238	-0.04	0.294
O	6.981	10.018	27.694	-0.058	-0.214	-0.057
O	9.081	2.836	25.454	-0.063	-0.315	0.218
O	7.041	15.448	26.869	-0.152	-0.115	0.281
O	0.323	3.485	30.293	-0.008	-0.102	-0.17
O	9.666	6.624	33.699	0.172	0.016	0.123
O	12.322	5.944	30.707	0.33	0.193	0.138
O	16.425	5.473	28.611	0.125	-0.079	-0.21
O	12.177	14.1	28.172	-0.012	0.002	-0.283
O	12.878	12.362	30.159	-0.132	-0.043	0.161
O	15.709	8.354	31.209	-0.139	0.053	0.197
O	15.335	8.606	28.582	-0.295	-0.041	0.014

Results
total energy: -108570.097 eV
total energy less fixed offsets of O -438.35, Si -107.03 eV per atom: 10.133 eV
